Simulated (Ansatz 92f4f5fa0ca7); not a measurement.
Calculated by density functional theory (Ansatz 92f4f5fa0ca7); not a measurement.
Periodic cell of 226 atoms, Si132O92As2, from a study of silicon, its oxide and their interface. The atomic structure is a simulated model.
Doubt: the cutoff is far below the 930 eV that the study's wrapper takes by default for these files, so forces and energies are approximate.
This geometry differs little from another in the collection (a relaxation step or a small displacement).

Settings: functional PBE; potential files Ansatz PAW; basis plane waves; wave-function cutoff 580 eV; density cutoff ratio 5; exchange-correlation grid ratio 1; k mesh 1 x 1 x 1, Gamma-centred; self-consistency stop 5e-08 eV per atom in the density residual; occupations fixed; spin none; net charge 0.

Cell vectors (angstrom)
a  10.938  0  0
b  0  10.938  0
c  0  0  31.9494

Atoms: element, x, y, z (angstrom)
Si  10.6144  0.0192  24.4255
Si  5.0627  0.1418  24.6662
Si  2.8095  2.3096  24.5331
Si  8.5567  2.4527  24.5641
Si  10.6933  5.6055  24.3365
Si  5.1456  5.6311  24.4544
Si  2.9764  7.9691  24.4071
Si  8.4028  7.8479  24.4168
Si  1.2841  1.1464  25.8448
Si  6.8055  1.3406  25.743
Si  3.9767  4.0243  25.7351
Si  9.676  4.0391  25.8514
Si  1.329  6.805  25.6704
Si  6.7951  6.7353  25.7548
Si  3.9911  9.4818  25.9576
Si  9.4718  9.4548  25.8037
Si  2.6269  -0.1219  27.2912
Si  8.1292  -0.0566  27.1497
Si  0.0669  2.6703  27.2091
Si  5.4427  2.7317  27.1157
Si  2.6579  5.4261  27.113
Si  8.1813  5.3795  27.1385
Si  0.0003  8.1592  27.1299
Si  5.5021  8.1546  27.1809
Si  4.0802  1.3342  28.5023
Si  9.5368  1.3334  28.5054
Si  1.381  4.0724  28.5669
Si  6.8043  4.0658  28.5303
Si  4.0793  6.7864  28.4901
Si  9.5508  6.7901  28.487
Si  1.2865  9.485  28.6206
Si  6.8199  9.5392  28.5664
Si  -0.0319  0.0001  29.9139
Si  5.4587  -0.0008  29.8983
Si  2.7611  2.7171  29.906
Si  8.1957  2.7226  29.8895
Si  -0.0075  5.4594  29.8924
Si  5.4593  5.4601  29.8904
Si  2.7481  8.1669  29.9063
Si  8.2224  8.1803  29.8904
Si  1.3673  1.3673  31.2657
Si  6.8362  1.3673  31.2657
Si  4.1018  4.1018  31.2657
Si  9.5708  4.1018  31.2657
Si  1.3673  6.8362  31.2657
Si  6.8362  6.8362  31.2657
Si  4.1018  9.5708  31.2657
Si  9.5708  9.5708  31.2657
Si  2.7345  0  0.6835
Si  8.2035  0  0.6835
Si  0  2.7345  0.6835
Si  5.469  2.7345  0.6835
Si  2.7345  5.469  0.6835
Si  8.2035  5.469  0.6835
Si  0  8.2035  0.6835
Si  5.469  8.2035  0.6835
Si  4.1009  1.3748  2.0662
Si  9.5895  1.3529  2.0585
Si  1.3635  4.1093  2.0305
Si  6.8342  4.1286  2.0467
Si  4.1127  6.8346  2.0211
Si  9.5747  6.8462  2.0625
Si  1.3652  9.595  2.0578
Si  6.8233  9.6203  2.0598
Si  0.0435  0.0374  3.4902
Si  5.4804  0.0542  3.4716
Si  2.7199  2.7691  3.4071
Si  8.2487  2.7869  3.364
Si  0.0475  5.4826  3.3999
Si  5.4806  5.5234  3.425
Si  2.7729  8.2181  3.3415
Si  8.2474  8.2956  3.4025
Si  1.3566  1.4863  4.8663
Si  6.8839  1.5169  4.7774
Si  4.0398  4.1802  4.7442
Si  9.5882  4.1358  4.7661
As  1.2653  7.0533  4.818
Si  6.823  7.0133  4.7322
Si  4.0564  9.5894  4.777
Si  9.5553  9.667  4.8566
Si  2.7144  0.0292  6.1467
Si  8.2878  0.1777  6.1623
Si  -0.0201  2.8851  6.2942
Si  5.458  2.8761  6.0594
Si  2.722  5.6406  6.0718
Si  8.2338  5.6261  5.9635
As  -0.6398  8.8702  7.0196
Si  5.4773  8.3582  6.1961
Si  4.3759  1.2153  7.3219
Si  9.8105  1.2859  7.6615
Si  1.1529  4.5912  7.4751
Si  6.5797  4.5842  7.2354
Si  4.2723  6.7841  7.492
Si  9.6276  6.6295  7.5869
Si  1.2372  10.1511  7.8404
Si  6.6763  9.9967  7.4332
O  9.5718  1.2545  23.9837
O  4.0945  6.8198  23.945
O  3.9993  1.256  24.0304
O  9.5244  6.7202  23.8958
O  -0.0321  5.6524  8.0153
O  5.524  0.1652  7.91
O  0.2377  0.4946  8.2809
O  5.4638  5.6696  7.8309
O  7.504  4.0312  8.4643
O  8.6027  6.9553  8.8732
O  2.1406  9.5659  9.1202
O  8.8342  1.7699  8.9339
O  7.4232  9.4023  8.7749
O  3.5727  1.8754  8.5932
O  3.52  7.316  8.8898
O  2.0649  4.0925  8.77
O  8.1241  3.5033  23.3588
O  0.4309  4.9478  22.9537
O  1.8828  2.7581  23.2484
O  5.8168  4.9256  23.1207
O  5.5054  10.0026  23.5065
O  2.4299  8.7065  23.0239
O  0.1762  10.0845  23.0929
O  7.7639  8.5856  23.0738
Si  8.6248  7.7204  18.4435
Si  8.7422  6.4013  13.6602
Si  3.7453  1.5766  14.7349
Si  2.1007  5.7679  17.6419
Si  2.3831  3.159  19.4931
Si  9.7642  9.0619  12.0768
Si  1.3134  9.4367  22.0828
Si  9.132  1.0003  13.1967
Si  1.363  5.0928  13.0445
Si  1.7426  8.2807  12.8124
Si  6.627  9.5648  22.427
Si  4.4875  4.6228  15.7306
Si  8.1449  3.0996  9.6061
Si  0.8073  8.2638  19.2723
Si  6.9233  1.3633  21.0946
Si  8.1242  8.2822  9.7236
Si  10.8428  5.2409  15.6271
Si  7.5357  9.5339  16.328
Si  9.905  2.0709  20.3061
Si  3.1776  8.5559  9.9326
Si  6.6626  3.3618  17.4176
Si  1.1394  0.2242  19.8079
Si  3.1823  2.87  12.2999
Si  7.1875  5.4115  19.6869
Si  5.69  8.6956  11.6
Si  5.7352  6.1192  13.2353
Si  4.5949  9.725  17.6269
Si  0.9992  3.6103  22.1797
Si  4.8648  1.4996  18.8065
Si  3.1646  3.1468  9.5069
Si  6.4109  10.865  13.8078
Si  10.3123  0.1512  15.9729
Si  5.6137  3.7185  11.1737
Si  9.789  3.9449  11.9205
Si  2.2998  9.9519  15.5425
Si  6.0396  8.138  19.8013
Si  6.9179  3.9871  22.3765
Si  9.7222  2.8044  17.3768
O  7.1507  6.4297  13.9982
O  1.8481  7.0744  18.694
O  10.2452  4.0786  16.5538
O  6.1298  9.9823  17.0649
O  10.1063  0.7356  14.4687
O  8.4096  6.1365  18.8531
O  5.1308  0.734  14.4454
O  5.6881  2.0667  17.5273
O  8.32  1.9549  20.5552
O  1.9501  4.3146  18.4087
O  6.9199  2.8603  10.6774
O  4.8175  2.7653  12.2293
O  5.9931  4.4073  16.3584
O  4.5307  3.979  9.9432
O  10.6659  2.7841  21.5643
O  9.6754  6.2026  14.9995
O  5.975  6.5017  19.8427
O  4.0443  0.1884  18.2884
O  9.2151  10.5875  12.2742
O  2.7999  4.4076  12.7271
O  1.8914  10.7184  21.2119
O  3.9618  2.7412  19.3828
O  0.6874  10.0698  15.9643
O  1.245  9.8185  18.8406
O  1.6811  1.6794  19.2757
O  8.9039  10.4294  16.5108
O  4.8355  8.5977  18.7924
O  9.4868  8.7699  10.491
O  6.7146  4.1001  18.8658
O  2.7966  1.7628  13.4032
O  5.7964  8.7851  21.2677
O  2.4959  2.5264  10.8661
O  7.595  4.8682  21.1731
O  5.1311  7.5284  12.6255
O  0.3931  9.1027  12.4595
O  7.5422  1.0988  13.5835
O  7.0742  9.6793  14.758
O  8.9318  5.0644  12.7369
O  8.064  8.0703  16.9156
O  6.1916  2.59  21.9053
O  2.4045  9.1014  14.103
O  0.3737  4.5309  11.8739
O  0.7856  8.3347  20.9436
O  9.3259  3.9142  10.3647
O  9.6118  2.4211  12.5263
O  7.5843  8.5809  19.3961
O  2.5118  8.1542  11.3705
O  3.9252  3.088  15.3935
O  0.7715  4.5169  14.4506
O  10.0227  3.0148  18.9691
O  9.1186  7.8421  12.9724
O  10.4866  0.5501  20.0852
O  5.9768  5.1038  11.9568
O  8.1225  2.7616  17.0237
O  3.5042  5.5043  16.7546
O  4.6263  9.1532  10.4252
O  1.4598  6.7131  13.2069
O  4.7182  5.5169  14.3724
O  2.0213  3.8675  20.9254
O  10.5238  1.4463  16.9464
O  0.9176  6.0999  16.5634
O  7.3106  10.9624  21.9346
O  5.8978  0.9284  19.9236
O  6.016  10.0705  12.4301
O  2.7987  0.5751  15.5953
O  6.9954  7.9973  10.88
O  10.2097  8.0355  18.7002
O  3.4079  9.2275  16.5725

Results
free energy: -145949.113 eV
free energy less fixed offsets of As -4856.12, O -568.88, Si -635.61 eV per atom: 0.607 eV

Forces (eV/angstrom), in the order of the atoms: element, x, y, z
Si  0.0021  -0.0042  -0.0065
Si  0.0042  -0.0029  -0.0015
Si  -0.0004  -0.0001  -0.0069
Si  -0.0061  0.0019  0.0029
Si  0.001  -0.0064  0.003
Si  0.0048  -0.0033  -0.0073
Si  -0.003  0.0091  0.0027
Si  -0.0023  0.0007  -0.0108
Si  -0.0054  0  -0.0067
Si  -0.001  -0.0021  -0.0054
Si  0.0006  -0.0019  -0.0019
Si  0.0007  0.0001  -0.0066
Si  0.0039  -0.0032  -0.0057
Si  -0.0013  0.0004  -0.0028
Si  0.0018  -0.0048  -0.0109
Si  0.0017  -0.001  0.0004
Si  0.0093  0.0075  -0.0003
Si  0.0068  0.0084  0.0036
Si  -0.0063  -0.0019  0.0007
Si  -0.0017  -0.0057  0.0061
Si  0.0022  0.0069  0.0048
Si  0.0042  0.001  0.0065
Si  -0.0011  0.0033  0.0009
Si  -0.0014  -0.0003  0.0027
Si  0.0027  0.0013  -0.0068
Si  0.0022  -0.0077  -0.0046
Si  0.0081  -0.0045  0.0075
Si  -0.0006  -0.0004  0.0009
Si  -0.0002  -0.0067  -0.0074
Si  0.0081  -0.0144  -0.01
Si  -0.0023  -0.0179  0.0197
Si  0.0018  -0.0075  0.0089
Si  -0.0181  -0.0084  -0.0052
Si  0.007  -0.0074  -0.0045
Si  -0.0049  0.0168  -0.0039
Si  -0.003  -0.0044  -0.0045
Si  0.005  0.0023  -0.0063
Si  -0.0095  -0.0069  -0.0008
Si  -0.0109  -0.0004  -0.0108
Si  -0.0037  0.0262  0.0026
Si  0.0151  0.0037  -0.0874
Si  0.0292  -0.004  -0.0163
Si  0.078  -0.0602  0.0574
Si  -0.0847  -0.0995  -0.0602
Si  0.0205  -0.1531  0.0346
Si  0.07  0.0249  -0.1383
Si  -0.0388  -0.0402  -0.0174
Si  -0.1593  -0.1283  0.1127
Si  0.0125  0.0479  0.0555
Si  -0.0493  0.0586  -0.0077
Si  -0.0007  -0.06  -0.0382
Si  -0.0249  0.1124  0.1194
Si  -0.0405  -0.0746  -0.1527
Si  -0.0252  0.1209  0.011
Si  -0.0025  0.16  0.0993
Si  0.1775  0.174  0.0043
Si  -0.0023  0.0204  -0.0051
Si  0.0048  -0.0092  0.0065
Si  0.0256  -0.038  -0.0159
Si  -0.0198  -0.0029  0.0018
Si  0.0325  -0.0075  -0.0078
Si  0.0226  -0.002  -0.0116
Si  0.001  -0.0172  -0.003
Si  0.0107  -0.004  0.0057
Si  0.0217  -0.0025  -0.0054
Si  -0.0168  0.0273  0.0106
Si  -0.0343  -0.028  -0.0117
Si  -0.0201  0.0182  -0.0044
Si  0.0048  0.06  0.0881
Si  0.0239  0.0268  -0.0099
Si  -0.0729  -0.0294  0.1034
Si  0.0091  -0.0359  -0.0064
Si  -0.0209  0.0129  0.0181
Si  -0.0023  -0.0273  -0.0517
Si  -0.0767  0.0768  -0.0048
Si  0.049  0.0217  -0.0512
As  -0.0214  0.0677  -0.0966
Si  -0.0299  0.0174  0.0153
Si  -0.0221  -0.0436  -0.0232
Si  0.0626  -0.0371  0.0261
Si  -0.0228  0.0421  -0.0268
Si  0.0206  0.0059  0.0951
Si  0.0361  -0.021  -0.0171
Si  0.0286  -0.0309  0.0676
Si  0.0311  0.0061  -0.0334
Si  -0.0196  0.0397  -0.0285
As  -0.1946  -0.0878  -0.0278
Si  0.0204  -0.0199  -0.0196
Si  0.0106  -0.0074  0.026
Si  0.0403  -0.034  0.0543
Si  0.0198  -0.0104  0.0423
Si  0.0095  0.0465  0.0619
Si  -0.0251  -0.0071  -0.0063
Si  0.0138  0.0798  0.1101
Si  0.0803  0.0167  0.064
Si  0.0333  -0.0465  0.0319
O  0.0024  0.0016  0.0024
O  -0.0022  0.0005  0.003
O  -0.0016  0.0009  0.0015
O  -0.0006  0.0026  0.0019
O  -0.0073  0.0493  -0.0257
O  -0.0096  0.0342  -0.0055
O  0.0262  -0.1324  -0.0678
O  0.0294  -0.0299  0.0019
O  -0.0121  -0.0081  -0.0275
O  0.0452  -0.0441  -0.0626
O  -0.041  0.0366  -0.0006
O  -0.0107  -0.0009  -0.0225
O  -0.0188  0.0214  -0.0176
O  0.0071  -0.0078  -0.0142
O  -0.0008  0.0105  0.0149
O  -0.0035  -0.0111  0.0094
O  0.0012  -0.0005  -0.0006
O  -0.001  0.0009  -0.0009
O  0.0036  -0.003  0.0038
O  -0.002  0.001  0.0025
O  -0.0008  0.0012  0.0033
O  0.001  -0.002  -0.0029
O  -0.0007  0.0009  0.0023
O  0.0013  -0.0025  0.0016
Si  0  -0.0002  0
Si  0.0019  0.0036  -0.0011
Si  0.0019  0.0002  0
Si  0.0004  -0.0012  -0.0015
Si  0.0003  -0.0005  -0.0006
Si  -0.0121  -0.0011  0.0001
Si  0.0014  -0.0016  -0.002
Si  0.0011  -0.0017  -0.0073
Si  -0.0007  0  -0.0002
Si  -0.0055  -0.0054  -0.0014
Si  -0.0005  -0.0023  0.0001
Si  0.0005  0.0002  -0.0009
Si  0.0122  -0.0032  0.0098
Si  0.0006  -0.0015  -0.0012
Si  -0.0001  -0.0014  -0.0005
Si  0.0318  0.0303  -0.0164
Si  0.0032  -0.0009  -0.0024
Si  0.0003  0.002  0.0006
Si  0.0002  -0.002  -0.0016
Si  -0.0115  0.0042  -0.0237
Si  -0.0004  -0.0011  0.0003
Si  -0.0008  -0.0012  0.0002
Si  0.0035  -0.0002  -0.0035
Si  0.0001  0  -0.0015
Si  0.0053  0.0011  -0.0018
Si  -0.0006  0.0008  0.0006
Si  0.0005  -0.0003  0.0008
Si  -0.0002  -0.0003  -0.0031
Si  0.0009  -0.0012  -0.0002
Si  -0.0214  0.0177  -0.0136
Si  0.0007  -0.0013  -0.0019
Si  -0.0009  0.0004  -0.0022
Si  -0.0054  0.0007  0.0022
Si  -0.0004  -0.0013  -0.004
Si  0.0005  -0.0021  -0.0017
Si  0.0002  -0.0008  0.0002
Si  0.0004  0  -0.0001
Si  0.0011  -0.0005  -0.001
O  0.0013  -0.0015  -0.0029
O  -0.001  0.0008  0.0001
O  -0.0011  -0.0049  0.0009
O  -0.0014  -0.0009  -0.0004
O  0.0026  -0.0005  0.0026
O  -0.0004  -0.0013  -0.0009
O  -0.0014  0.0004  -0.0007
O  -0.0004  -0.0012  -0.0004
O  -0.0011  -0.0016  -0.0001
O  0.0004  -0.0018  -0.0007
O  -0.0013  0.0025  -0.0015
O  -0.0014  0.0001  -0.0015
O  0.0001  -0.0005  -0.002
O  0.0036  -0.0034  0.0001
O  0.0021  0.0009  0.0011
O  0.002  -0.0015  0.0003
O  -0.0004  -0.0012  -0.0015
O  0.0005  0  -0.0009
O  0.0008  0.0027  0.0027
O  0.0006  -0.0025  -0.0004
O  0.0003  -0.0014  0.0003
O  -0.0007  -0.0005  -0.0008
O  0.0011  -0.0004  -0.0007
O  -0.0001  -0.0009  -0.0003
O  0.0001  -0.0004  -0.0008
O  0.0009  -0.0015  -0.0014
O  0.0012  -0.0013  -0.0007
O  -0.0046  -0.0066  0.0201
O  0.0009  0.0006  -0.0002
O  0.0006  -0.002  0.002
O  0.001  0.0007  0.0014
O  0.0036  -0.0019  -0.0024
O  -0.0001  -0.0019  0.0014
O  -0.0015  -0.0027  0.0013
O  0.0072  -0.0018  -0.0003
O  -0.0015  0.0003  -0.0011
O  0.0016  -0.0012  -0.0001
O  -0.0006  -0.0014  0.0004
O  0.0009  -0.0009  0
O  0.0009  -0.0005  -0.0011
O  0.0013  0.0033  0.0027
O  0  -0.002  0.0009
O  0.0004  0.001  0.0008
O  -0.0065  0.0017  0.0023
O  -0.0004  0.0023  -0.0031
O  -0.0008  -0.0007  -0.001
O  -0.0009  0.002  -0.0015
O  0.0002  0.0013  -0.0013
O  -0.0036  0.0025  0.0013
O  0.0009  -0.0009  0.0014
O  -0.0022  -0.0058  0.0079
O  0.0001  0.0007  -0.0008
O  0.0005  0.001  0.0004
O  0.0013  -0.0005  -0.0017
O  -0.0007  0.0001  0.0003
O  -0.0005  0.0009  0.0011
O  0.0021  0.0024  -0.0017
O  0.0006  -0.0024  -0.0006
O  -0.0009  0.0002  0.0007
O  -0.0003  0.001  0.0002
O  -0.0002  -0.0023  -0.0023
O  -0.0001  -0.0011  -0.0009
O  0.0021  -0.0006  0.0005
O  0.0003  0.0023  0.0031
O  0.0005  -0.0013  -0.0027
O  -0.0071  -0.0023  0.005
O  0.0013  -0.0005  -0.0015
O  0.0007  -0.0012  -0.0004

The program warned: the cutoff lies below the one the program advises for these potential files; the forces do not sum to zero within the program's tolerance; the exchange-correlation potential is rough where the density is thin.
